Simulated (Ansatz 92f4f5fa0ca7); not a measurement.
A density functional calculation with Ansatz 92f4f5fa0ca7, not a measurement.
Periodic cell of 247 atoms, Si165O82, from a study of silicon, its oxide and their interface. The atomic structure is a simulated model.
Doubt: the cutoff is far below the 930 eV that the study's wrapper takes by default for these files, so forces and energies are approximate.
This geometry differs little from another in the collection (a relaxation step or a small displacement).

Settings
functional: PBE
potential files: Ansatz PAW
basis: plane waves
wave-function cutoff: 580 eV
density cutoff ratio: 5
exchange-correlation grid ratio: 1
k mesh: 1 x 1 x 1, Gamma-centred
self-consistency stop: 5e-08 eV per atom in the density residual
occupations: fixed
spin: none
net charge: 0

Cell vectors (angstrom)
a 10.938 0 0
b 0 10.938 0
c 0 0 36.934

Atoms: element, x, y, z (angstrom)
Si 0 0 0.683
Si 5.469 0 0.683
Si 2.7345 2.7345 0.683
Si 8.2035 2.7345 0.683
Si 0 5.469 0.683
Si 5.469 5.469 0.683
Si 2.7345 8.2035 0.683
Si 8.2035 8.2035 0.683
Si 1.3673 1.3673 2.0503
Si 6.8362 1.3673 2.0503
Si 4.1018 4.1018 2.0503
Si 9.5708 4.1018 2.0503
Si 1.3673 6.8362 2.0503
Si 6.8362 6.8362 2.0503
Si 4.1018 9.5708 2.0503
Si 9.5708 9.5708 2.0503
Si 2.7345 0 34.8825
Si 8.2035 0 34.8825
Si 0 2.7345 34.8825
Si 5.469 2.7345 34.8825
Si 2.7345 5.469 34.8825
Si 8.2035 5.469 34.8825
Si 0 8.2035 34.8825
Si 5.469 8.2035 34.8825
Si 4.1018 1.3673 36.2498
Si 9.5708 1.3673 36.2498
Si 1.3673 4.1018 36.2498
Si 6.8362 4.1018 36.2498
Si 4.1018 6.8362 36.2498
Si 9.5708 6.8362 36.2498
Si 1.3673 9.5708 36.2498
Si 6.8362 9.5708 36.2498
Si -1.374 -1.5277 27.8797
Si 4.9839 0.517 26.9809
Si 3.1656 2.1878 27.0049
Si 7.5226 3.1417 26.9674
Si -0.4329 5.8406 26.7734
Si 5.8292 4.9545 26.8854
Si 2.2917 8.7346 26.7983
Si 8.7733 7.5259 26.5858
Si 1.336 1.1924 28.0482
Si 6.7107 1.4099 28.2698
Si 4.1213 3.9956 28.1651
Si 9.4789 4.0763 27.9778
Si 1.356 6.8486 27.9296
Si 6.9075 6.7611 27.9295
Si 4.0252 9.6257 28.1123
Si 11.3733 10.3332 26.6987
Si 2.6755 -0.0394 29.5748
Si 8.2121 -0.0869 29.2958
Si -0.0488 2.674 29.2917
Si 5.4128 2.7343 29.6935
Si 2.6991 5.4575 29.324
Si 8.1957 5.4445 29.4613
Si -0.0215 8.1444 29.408
Si 5.4847 8.1623 29.2786
Si 4.0258 1.3412 30.9201
Si 9.5557 1.3095 30.7078
Si 1.3228 4.0697 30.6962
Si 6.8446 4.1212 30.8771
Si 4.1007 6.814 30.7004
Si 9.5628 6.8059 30.7957
Si 1.3119 9.5003 30.8312
Si 6.8275 9.5267 30.7082
Si -0.0314 -0.0184 32.1464
Si 5.4705 -0.0487 32.1495
Si 2.6673 2.7545 32.1759
Si 8.2182 2.6925 32.1418
Si -0.0074 5.4314 32.1336
Si 5.4455 5.4913 32.1619
Si 2.7368 8.1566 32.1343
Si 8.1897 8.1908 32.132
Si 1.3329 1.3572 33.5205
Si 6.8318 1.3457 33.5089
Si 4.0823 4.1052 33.5151
Si 9.5697 4.0757 33.5126
Si 1.3645 6.8054 33.5067
Si 6.8251 6.8436 33.5183
Si 4.0926 9.539 33.5121
Si 9.5462 9.5627 33.513
Si 2.7529 0.0009 3.4175
Si 8.1975 0.0111 3.3998
Si 0.0028 2.7685 3.4088
Si 5.486 2.7411 3.4115
Si 2.7424 5.4972 3.4246
Si 8.2171 5.4705 3.4128
Si 0.0243 8.2057 3.4113
Si 5.4748 8.2271 3.4151
Si 4.1218 1.382 4.7761
Si 9.5573 1.3949 4.7336
Si 1.3465 4.1594 4.7885
Si 6.8476 4.1125 4.776
Si 4.1101 6.8827 4.7929
Si 9.6054 6.8296 4.7653
Si 1.4047 9.557 4.7799
Si 6.8285 9.6108 4.783
Si 0.0234 0.0431 6.0312
Si 5.4687 0.0352 6.2069
Si 2.7446 2.7851 6.0789
Si 8.1991 2.7294 6.1424
Si -0.0025 5.5128 6.2382
Si 5.495 5.5096 6.1098
Si 2.7594 8.2242 6.2271
Si 8.2487 8.2328 6.0595
Si 1.3841 1.3845 7.3828
Si 6.824 1.4282 7.5745
Si 4.0735 4.1825 7.4269
Si 9.5625 4.0584 7.5321
Si 1.3786 6.8973 7.6478
Si 6.9154 6.8779 7.4263
Si 4.1205 9.6127 7.6201
Si 9.6125 9.6344 7.3601
Si 2.7161 0.1369 8.8845
Si 8.2827 0.0144 8.7823
Si 0.0709 2.7104 8.839
Si 5.3769 2.827 8.8546
Si 2.7564 5.4722 8.9645
Si 8.1094 5.3689 8.8405
Si 0.0981 8.4963 8.8569
Si 5.5863 8.2127 8.86
Si 3.6056 1.9359 10.0823
Si 10.0664 0.9126 10.023
Si 1.8366 3.6022 10.1406
Si 6.2039 4.6617 10.0245
Si 4.6144 6.4463 10.0659
Si 9.672 7.5064 10.4119
Si 0.9622 10.2831 10.2229
Si 7.1921 9.3933 10.1714
O 6.3475 4.6314 11.6831
O 4.5444 6.7584 11.698
O 10.6938 7.2769 11.6503
O 2.2606 7.3808 12.6906
O 9.1439 6.0337 9.9592
O 8.3556 -2.5284 10.8257
O 9.5849 1.1545 11.5974
O 1.4351 3.7807 11.7538
O 8.7624 7.4129 24.8544
O 7.6142 2.4776 25.4136
O 5.2856 5.4479 25.3738
O 13.839 8.5372 25.2575
O 10.8543 10.4768 25.1022
O -0.28 5.5896 25.0897
O 4.5192 9.9026 23.4948
O -16.2166 -10.7582 25.4945
Si 11.257 4.0229 12.9272
Si 0.6831 7.0578 12.9488
Si 3.8575 7.6635 12.8609
Si 4.0547 6.9987 21.8285
Si -2.576 13.3299 19.6525
Si 3.0815 2.7362 23.9988
Si 9.3017 8.8473 16.4219
Si 9.2685 5.933 24.255
Si 4.1384 1.4315 12.3318
Si -0.3461 1.7847 14.7363
Si 8.931 2.2866 12.5604
Si 11.9387 8.7738 15.2675
Si 5.0444 4.9441 23.8395
Si 9.2639 5.8814 17.0106
Si 3.1018 9.1399 23.7562
Si 6.7514 4.5412 15.7844
Si 10.8507 8.637 21.1533
Si 6.0148 -2.0977 20.1076
Si 5.1797 7.364 15.7768
Si 12.5777 -0.1081 13.3291
Si 5.2376 11.3029 23.9387
Si 0.0494 1.8254 17.8493
Si 2.647 6.948 17.3038
Si 0.3079 -0.5425 23.5187
Si 1.7703 6.4683 20.0757
Si 6.3019 3.4928 12.8354
Si 6.1662 1.8881 17.3321
Si 9.322 14.9543 21.9167
Si 6.6994 0.4472 21.3827
Si 1.4807 0.1474 19.7266
Si 6.751 10.1612 15.5067
Si 7.5975 3.5007 24.1554
Si 5.4032 10.4324 12.6157
Si 8.6097 7.8635 19.1267
Si 0.6844 2.0289 22.0427
Si 4.6094 0.3147 19.2883
Si 1.0646 4.6597 17.8857
O 6.4733 -0.7555 11.4085
O 6.6086 11.5145 16.434
O 7.3389 2.3492 12.2762
O 9.4225 8.2963 20.46
O 5.106 6.1604 22.7565
O 1.9367 -0.7063 23.4125
O -2.9486 1.2347 20.7594
O 4.3939 7.2493 14.3444
O 2.7578 1.0686 13.1791
O 10.7928 14.3183 21.6953
O 9.2114 7.2319 16.0742
O 9.0019 6.3847 18.5509
O 13.4996 24.5401 25.5324
O 8.3273 9.745 15.4835
O -2.43 3.8307 20.4837
O 7.2302 2.3389 18.4902
O 1.8633 2.4841 23.0134
O 6.8455 4.1767 14.1995
O 8.0929 4.9301 24.7959
O 9.3985 16.4762 22.6295
O 1.0127 5.1607 19.4517
O 8.8866 9.0169 17.9946
O -1.1639 2.0947 18.9018
O 10.5867 9.1246 22.7025
O 1.2987 12.4017 20.6576
O 0.2875 0.5021 13.9787
O 4.269 9.2292 12.603
O 6.5422 0.6593 22.9964
O 9.7525 3.7027 12.3175
O 10.8123 -1.4966 16.2314
O 0.5354 3.0871 14.2583
O 5.9625 8.7874 15.9506
O 6.873 -1.1584 21.1374
O 10.7177 5.1635 17.017
O 4.8584 8.0117 20.8617
O 3.0468 7.8651 22.7658
O 3.5934 4.2448 23.6856
O 6.238 10.5257 14.0126
O 8.2294 4.7362 16.4667
O 4.1957 7.3146 17.0697
O 6.1532 3.7978 23.4732
O 0.4822 5.536 13.4648
O 1.805 7.6871 16.1409
O 4.7792 1.3975 18.0708
O 0.8199 0.4606 18.2729
O 11.6827 9.7961 20.3691
O 0.1316 8.0571 14.0916
O 2.0805 9.7601 14.5132
O 3.1149 6.0288 20.9024
O 5.3092 0.941 20.6421
O 5.382 -1.1007 18.9665
O 4.843 2.7731 13.0234
O 0.7839 -3.6738 21.0874
O 7.0202 7.7681 19.4351
O 8.6149 3.0225 23.0063
O 1.1305 3.0469 17.8635
O 2.1785 7.4341 18.7976
O 10.7738 0.8415 22.7871
O 1.3193 10.1339 11.8676
O 6.0745 6.013 15.9241
O 3.0676 -0.089 19.5359
O 2.3979 5.3259 17.2017
O 5.9572 3.2676 16.4664
O 9.0759 1.9013 14.143
O -0.4942 1.6452 16.3331
O 4.2257 12.5543 23.7682

Results
free energy: -151526.813 eV
free energy less fixed offsets of O -568.88, Si -635.61 eV per atom: -3.003 eV

Forces (eV/angstrom), in the order of the atoms: element, x, y, z
Si -0.0489 0.0108 -0.0002
Si -0.0106 -0.0122 -0.0059
Si -0.029 -0.0017 0.0004
Si -0.0083 -0.0428 -0.0081
Si -0.0257 -0.0169 -0.01
Si -0.0443 -0.0001 -0.0003
Si -0.0013 -0.0254 -0.008
Si -0.0138 -0.0214 -0.0168
Si 0.0376 0.04 0.1101
Si -0.0252 0.0743 -0.1806
Si -0.006 0.0575 0.0974
Si -0.0339 0.0812 -0.2054
Si 0.0822 0.0173 -0.1494
Si 0.0353 0.0457 0.06
Si 0.0335 0.0706 -0.131
Si 0.0369 -0.0339 0.0283
Si -0.0257 -0.0238 -0.1333
Si -0.0452 -0.0439 0.0811
Si -0.0733 -0.0555 0.1702
Si -0.0493 -0.0284 -0.1457
Si -0.0248 -0.0261 0.136
Si -0.0316 -0.067 -0.1242
Si -0.013 -0.0574 -0.1682
Si -0.0141 -0.0222 0.1369
Si 0.0328 0.0019 -0.0086
Si -0.0049 0.0491 0.002
Si 0.0258 -0.0035 0.0018
Si 0.0307 0.0094 0.001
Si 0.0176 0.0199 -0.0005
Si 0.045 -0.0063 -0.0101
Si 0.0407 0.0022 -0.003
Si -0.0182 0.0578 0.0083
Si 0.0424 0.0364 0.0371
Si -0.0572 0.0801 -0.0224
Si 0.0685 -0.071 -0.0343
Si -0.0309 0.2093 -0.1605
Si -0.1201 0.0551 -0.085
Si 0.1784 0.0021 -0.064
Si -0.0671 0.0503 -0.0803
Si 0.0183 -0.1325 0.0024
Si -0.0518 -0.0026 0.0577
Si -0.0259 -0.1389 0.1378
Si -0.0738 -0.0202 0.1344
Si -0.01 -0.0293 0.0851
Si 0.061 0.0297 0.0517
Si -0.0093 -0.0363 0.0442
Si 0.0376 -0.0257 0.0868
Si 0.038 -0.0698 -0.0304
Si 0.0191 0.0031 -0.1657
Si -0.0249 -0.0084 0.0274
Si 0.0265 0.0097 -0.0082
Si 0.001 0.0302 -0.2315
Si 0.0019 -0.0321 0.0271
Si -0.0125 0.0016 -0.2019
Si -0.0325 0.0082 -0.1243
Si 0.0189 0.0263 0.0027
Si 0.0077 -0.0729 0.1101
Si -0.0102 0.0083 -0.0274
Si -0.0198 0.0179 -0.0126
Si 0.0236 0.0156 0.1261
Si 0.0003 0.0091 -0.0204
Si 0.021 0.0068 0.0929
Si -0.0157 -0.0051 0.0943
Si -0.0167 -0.0072 -0.0279
Si -0.0113 0.0139 0.0088
Si 0.0236 -0.0114 0.0088
Si -0.0297 0.0446 0.0157
Si 0.015 -0.0337 0.0097
Si 0.0342 -0.0143 -0.0015
Si -0.019 0.0203 0.0165
Si 0.0291 -0.0326 0.0141
Si -0.018 0.0307 -0.0012
Si 0.0158 -0.0327 0.0132
Si -0.0208 0.0046 0.0075
Si 0.0194 -0.0118 0.0169
Si -0.0215 0.0243 0.0001
Si -0.0352 0.0104 0.0023
Si 0.0247 -0.0134 0.0093
Si -0.0214 0.0246 0.0027
Si 0.0148 -0.0322 0.0092
Si 0.0019 0.0193 -0.0001
Si 0.0077 -0.0267 -0.0012
Si 0.0299 -0.0081 0.0053
Si -0.0174 0.006 -0.0029
Si 0.0059 -0.0019 0.0046
Si 0.0006 0.0123 -0.0037
Si -0.0159 0.004 -0.0034
Si 0.0192 0.0086 0.0011
Si -0.0087 -0.0203 0.0141
Si -0.0143 0.0093 -0.0198
Si -0.0171 0.0287 0.0202
Si 0.0088 -0.0073 -0.025
Si -0.0242 -0.0162 -0.0197
Si 0.0061 -0.0068 0.0045
Si 0.0176 -0.0045 -0.0221
Si -0.0076 0.0146 0.012
Si 0.0228 -0.0064 -0.0632
Si -0.017 -0.0102 -0.0406
Si 0.0037 -0.0309 -0.0719
Si -0.0054 -0.0029 0.0011
Si 0.0255 0.028 -0.0564
Si 0.0078 0.0538 -0.0264
Si -0.0186 -0.0033 0.0035
Si 0.0054 -0.0206 -0.0379
Si 0.0017 0.0384 0.0615
Si 0.0084 -0.0463 -0.0053
Si -0.0071 -0.028 0.0878
Si -0.0197 0.0191 0.0385
Si -0.0201 -0.0246 -0.0167
Si -0.0061 -0.0042 0.0764
Si 0.005 0.032 0.0049
Si -0.0722 -0.0147 0.0797
Si 0.0064 -0.0793 -0.0107
Si 0.003 -0.0136 0.0569
Si -0.0189 -0.0058 0.0302
Si 0.0421 0.0019 -0.0621
Si 0.0264 0.01 0.0338
Si 0.0414 0.0221 -0.0191
Si 0.1004 0.0897 -0.0203
Si 0.0034 -0.058 0.049
Si -0.0609 0.0141 0.0781
Si 0.0665 -0.0957 0.0436
Si 0.0498 -0.0053 0.046
Si -0.0409 0.1917 0.0428
Si 0.0422 -0.0863 -0.0499
Si -0.0754 0.0055 0.0242
Si -0.0602 0.0756 -0.0137
Si 0.0315 0.0668 -0.2058
O -0.0049 -0.1157 0.0209
O -0.0355 0.0553 0.0519
O 0.0193 -0.0143 0.0412
O 0.0036 0.002 -0.004
O -0.0189 -0.0627 -0.0128
O 0.0593 -0.0605 0.0612
O -0.0397 0.1069 -0.0113
O -0.0532 0.0057 -0.0149
O -0.0068 0.0087 0.0129
O -0.0124 -0.0109 0.0679
O -0.0076 -0.003 0.0024
O -0.0107 0.0248 0.022
O 0.0154 -0.0019 0.0223
O 0.0313 -0.0296 0.0318
O -0.0057 0.0017 0.0326
O 0.0091 0.0043 -0.0054
Si 0.0527 -0.0132 -0.0136
Si 0.0038 -0.0029 -0.0213
Si 0.017 -0.0444 -0.0434
Si 0.0065 -0.0082 -0.0101
Si -0.0044 -0.0036 -0.0235
Si 0.0184 0.0106 -0.0238
Si 0.0123 0.0024 0.0069
Si -0.0232 0.0291 0.0575
Si -0.0562 0.0097 -0.0282
Si 0.0148 0.005 0.018
Si 0.07 -0.0897 -0.0018
Si 0.0201 -0.0055 0.0067
Si 0.0198 -0.0192 0.0183
Si -0.0088 0.007 -0.0014
Si -0.0081 0.0177 0.0359
Si -0.0102 0.0229 -0.0141
Si 0.0125 0.0114 -0.0248
Si -0.0054 -0.0107 -0.0232
Si -0.005 -0.0023 0.016
Si 0.0121 -0.0277 -0.0681
Si -0.0397 -0.0135 -0.0011
Si -0.0201 -0.0158 0.0002
Si 0.0118 0.0302 -0.0278
Si 0.0125 0.0184 0.0306
Si 0.0147 0.0055 -0.0138
Si 0.0029 0.0593 -0.0213
Si 0.0061 -0.008 0.0054
Si -0.0004 -0.021 -0.0137
Si 0.009 0.0146 -0.0301
Si -0.0071 0.0206 -0.0035
Si -0.0109 -0.0174 0.0209
Si 0 0.0415 0.0723
Si 0.0104 -0.07 -0.0618
Si 0.0011 0.0202 -0.0184
Si -0.0145 0.0025 -0.0197
Si 0.0031 0.0004 -0.0124
Si -0.005 0.0021 -0.0014
O -0.0778 0.0394 0.1057
O -0.001 0.0117 0.0018
O -0.0078 0.0396 0.0035
O -0.0079 -0.0087 0.0127
O -0.0052 0.0207 0.0054
O 0.0151 0 0.0085
O -0.0022 -0.0022 0.0278
O 0.0103 0.0009 0.0129
O 0.023 0.0089 -0.0148
O 0.003 -0.0016 0.0281
O -0.0046 -0.0058 -0.0058
O 0.0004 -0.0007 0.0127
O -0.0088 -0.0149 0.0108
O 0.0087 -0.0036 -0.0067
O -0.0036 -0.0036 0.0106
O -0.0057 0.0002 0.001
O 0.0008 0.0058 0.0155
O -0.0048 0.0043 -0.0039
O 0.0289 0.0119 0.0092
O 0.0059 0.0018 -0.0062
O 0.0024 0.0014 0.0072
O 0.0004 -0.0061 0.0034
O 0.0072 0.0018 0.0053
O -0.0048 -0.0162 0.0035
O 0.0077 -0.0142 0.012
O -0.0066 -0.0046 0.0048
O 0.0249 0.011 0.0025
O 0.0151 0.0029 0.0024
O -0.0145 -0.0426 0.0195
O -0.0115 -0.0136 -0.0014
O -0.0131 0.0194 -0.05
O 0.001 -0.0009 -0.0108
O -0.0029 -0.0026 0.0232
O 0.0048 -0.0013 0.0049
O 0.0111 0.0103 0.0151
O 0.0015 -0.0228 -0.005
O -0.016 -0.0167 0.0336
O 0.016 0.0035 0.0165
O 0.0069 0.0047 -0.0034
O -0.012 -0.0123 0.0038
O -0.0181 0.001 -0.0088
O -0.0105 0.0034 -0.0188
O 0.0026 0.0068 0.0147
O -0.0034 0.0048 0.0048
O 0.0028 0.0019 -0.0035
O -0.0015 0.0009 0.0162
O 0.0195 -0.006 0.0012
O -0.0129 -0.0159 0.0148
O -0.0159 -0.0018 0.013
O -0.0038 -0.0074 0.0229
O -0.0037 0.0001 0.0134
O 0.0241 0.0313 -0.0076
O 0.0007 -0.0069 0.0203
O 0.004 -0.0028 0.0113
O 0.0194 -0.0079 0.0018
O 0.0078 0.0076 0.0035
O -0.0031 -0.0092 0.0076
O 0.0015 0.0003 0.0153
O -0.0031 0.0135 0.0207
O 0.0044 -0.0102 -0.0086
O 0.0121 -0.0001 0.0151
O -0.0022 0.009 0.0041
O 0.0062 -0.0026 0.0003
O -0.0069 0.0029 -0.0732
O 0.0047 0.0009 -0.007
O 0.0106 -0.0051 0.025

The program warned: the cutoff lies below the one the program advises for these potential files; the exchange-correlation potential is rough where the density is thin.
